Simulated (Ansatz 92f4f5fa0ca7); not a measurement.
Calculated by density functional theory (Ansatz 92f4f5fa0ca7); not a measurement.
Periodic cell of 260 atoms, Si144O116, from a study of silicon, its oxide and their interface. The atomic structure is a simulated model.
This geometry differs little from another in the collection (a relaxation step or a small displacement).

Settings
functional: r2SCAN
potential files: Ansatz PAW
basis: plane waves
wave-function cutoff: 800 eV
density cutoff ratio: 5
exchange-correlation grid ratio: 1
k mesh: 1 x 1 x 1, shifted by 0.5 0.5 0 of a step
self-consistency stop: 1e-10 eV per atom in the density residual
occupations: fixed
spin: none
net charge: 0

Cell vectors (angstrom)
a, 10.88, 0, 0
b, 0, 10.88, 0
c, 4.8061, -2.0015, 37.6799

Atoms: element, x, y, z (angstrom)
Si, 13.1522, 14.2043, 21.9622
Si, 14.134, 12.4886, -2.4339
Si, 11.0322, 4.5326, -1.9422
Si, 6.9552, 12.631, 20.3145
Si, 16.2424, 10.3258, -2.6124
Si, 11, 9.0406, -1.8599
Si, 5.5869, 14.6658, -2.1249
Si, 7.6649, 12.4854, -2.0399
Si, 11.3823, 9.9934, 0.2267
Si, 12.9962, 11.7525, 0.2598
Si, 10.4149, 3.5268, 0.1134
Si, 14.0828, 7.3153, 0.215
Si, 4.9534, 8.9407, 0.0693
Si, 8.6151, 12.7571, 0.1032
Si, 16.8268, 15.4736, 0.0758
Si, 7.7139, 6.232, 0.2454
Si, 9.5543, 10.9587, 1.345
Si, 12.1029, 13.5112, 1.4914
Si, 9.4791, 5.2702, 1.4467
Si, 12.3193, 8.2334, 1.4696
Si, 14.9172, 10.7985, 1.2742
Si, 17.7518, 13.7099, 1.3784
Si, 15.0353, 16.3765, 1.3414
Si, 6.7355, 8.059, 1.3567
Si, 8.1499, 9.5112, 2.5926
Si, 10.8069, 12.2127, 2.9143
Si, 8.1435, 4.0515, 2.9153
Si, 10.8817, 6.7641, 2.6439
Si, 13.642, 9.5542, 2.8603
Si, 16.3191, 12.2382, 2.5736
Si, 13.5954, 14.9581, 2.6127
Si, 16.314, 6.782, 2.8457
Si, 9.5137, 8.1481, 3.9896
Si, 12.2447, 10.8788, 4.1882
Si, 9.4784, 2.6984, 4.2364
Si, 12.2524, 5.4263, 4.0226
Si, 14.9772, 8.1633, 4.1694
Si, 6.7995, 10.8817, 3.9824
Si, 14.9539, 13.5917, 3.9829
Si, 17.6699, 5.445, 4.1992
Si, 10.8596, 9.4559, 5.4303
Si, 13.6342, 12.2783, 5.4469
Si, 10.8965, 4.0994, 5.4493
Si, 13.5804, 6.7756, 5.4323
Si, 5.4913, 9.5438, 5.4277
Si, 8.1069, 12.1856, 5.4771
Si, 16.2617, 4.0453, 5.4418
Si, 8.1879, 6.84, 5.4499
Si, 9.5078, 10.82, 6.789
Si, 12.2343, 13.6059, 6.7965
Si, 9.5465, 5.4769, 6.8017
Si, 12.2276, 8.1147, 6.7956
Si, 15.0028, 10.8861, 6.778
Si, 6.735, 13.5661, 6.7987
Si, 14.9301, 5.4389, 6.8065
Si, 6.833, 8.194, 6.8106
Si, 8.1672, 9.528, 8.2091
Si, 10.9021, 12.162, 8.1207
Si, 8.124, 4.0934, 8.0695
Si, 10.8873, 6.8127, 8.2109
Si, 13.6244, 9.5002, 8.0853
Si, 16.3307, 12.1925, 8.2058
Si, 13.5356, 14.9944, 8.1503
Si, 16.3208, 6.833, 8.1349
Si, 9.574, 8.2297, 9.5535
Si, 12.3144, 10.8115, 9.5001
Si, 9.4533, 13.539, 9.3452
Si, 12.207, 5.4392, 9.5872
Si, 14.9776, 8.2127, 9.5043
Si, 6.844, 10.8589, 9.6239
Si, 14.8802, 13.5784, 9.402
Si, 6.8251, 5.4888, 9.4697
Si, 10.9655, 9.5354, 10.9776
Si, 13.586, 12.2572, 10.8551
Si, 10.7465, 14.8208, 10.7446
Si, 13.6403, 6.8535, 10.8689
Si, 5.4047, 9.5419, 10.9726
Si, 8.2567, 12.2777, 10.9334
Si, 16.2758, 14.92, 10.6483
Si, 8.2122, 6.8621, 10.8441
Si, 10.059, 11.3537, 12.2576
Si, 11.3178, 5.963, 13.1888
Si, 9.3531, 5.2516, 12.1118
Si, 12.1887, 8.0084, 12.3591
Si, 4.3507, 11.2945, 12.2664
Si, 14.7547, 8.2948, 19.5495
Si, 14.9136, 5.2919, 12.0543
Si, 6.7696, 8.1014, 12.2404
Si, 11.867, 13.2679, 12.1142
Si, 7.5379, 12.0403, 16.4709
Si, 6.6814, 7.8026, -11.2346
Si, 10.9638, 5.6605, 15.4374
Si, 7.8122, 5.7968, 17.9727
Si, 6.599, 13.5171, 12.0697
Si, 5.762, 6.7245, 18.0577
Si, 8.3835, 9.8623, 14.4301
Si, 15.8794, 12.3225, 18.1491
Si, 14.6814, 4.2141, 18.0654
Si, 7.4613, 4.4325, 13.3938
Si, 11.6715, 13.3244, -9.9289
Si, 9.6833, 8.0085, 16.6127
Si, 15.2626, 7.1611, -6.7351
Si, 10.9433, 9.7521, 18.8313
Si, 13.552, 10.2192, 17.5341
Si, 13.5636, 11.7799, -11.9523
Si, 8.9007, 11.7555, 19.3159
Si, 13.0578, 15.1309, 13.1895
Si, 14.795, 9.6523, 22.2625
Si, 13.1764, 6.899, -1.8687
Si, 15.8483, 12.5911, 22.672
Si, 8.8255, 5.8325, -10.7834
Si, 5.4747, 12.6913, -12.7827
Si, 9.0857, 5.1795, -7.8855
Si, 8.8309, 6.6597, -1.7213
Si, 8.2325, 4.0333, 15.5557
Si, 8.2095, 4.604, 19.9669
Si, 10.7137, 13.4213, 23.5327
Si, 13.1703, 5.6355, 20.2146
Si, 8.126, 8.026, -4.0474
Si, 11.0309, 7.4811, 20.8047
Si, 9.7318, 7.6699, -6.363
Si, 12.5953, 14.1641, -4.318
Si, 5.8334, 6.1971, 13.3357
Si, 11.291, 4.8105, -12.049
Si, 12.0156, 8.8804, 23.3376
Si, 13.604, 4.7432, 15.4284
Si, 10.5351, 13.6913, 20.6713
Si, 9.3132, 10.6817, -3.7514
Si, 11.7356, 14.6232, -7.1634
Si, 8.7572, 12.1145, -9.3339
Si, 13.5271, 8.8343, -11.8854
Si, 8.3634, 6.7996, 21.8411
Si, 6.2101, 8.2234, 23.5924
Si, 14.8479, 5.5418, -4.0459
Si, 13.9511, 9.6042, 14.4959
Si, 8.591, 10.4569, -6.6486
Si, 12.3922, 6.6298, -7.469
Si, 7.0922, 14.7555, -9.4614
Si, 4.743, 7.1051, 15.1737
Si, 12.9554, 6.5796, -10.2953
Si, 6.0776, 9.252, -5.5223
Si, 7.1855, 10.6581, -11.4094
Si, 15.8468, 5.807, -9.4019
Si, 15.7408, 7.2976, -13.4118
O, 13.054, 12.4223, -1.245
O, 9.7843, 7.981, -1.589
O, 16.2339, 9.118, -1.5307
O, 6.4909, 11.3694, -2.1128
O, 6.9852, 13.9006, -2.4963
O, 11.4155, 14.5358, -3.258
O, 10.6554, 10.1277, -3.0308
O, 9.5477, 10.7618, 13.7214
O, 14.2625, 6.2433, 15.4209
O, 12.8069, 8.9056, 13.5945
O, 7.413, 4.7337, 16.7698
O, 14.5298, 10.8859, 13.6922
O, 5.5021, 12.4109, 12.6689
O, 8.3667, 11.5961, 17.789
O, 16.2657, 7.8716, 19.1468
O, 14.0277, 8.8167, 18.1991
O, 7.5736, 13.2205, -9.4487
O, 7.5165, 10.834, 15.3945
O, 9.564, 7.7617, -4.7489
O, 11.6285, 7.7363, 22.2864
O, 12.2476, 13.8185, -8.4821
O, 12.3491, 9.0128, -12.9973
O, 14.4617, 14.7464, 16.4928
O, 14.8025, 11.04, -2.5368
O, 7.652, 4.4845, -8.0661
O, 15.2855, 13.733, 18.6556
O, 7.5473, 5.6388, 21.0645
O, 16.0383, 6.3448, -7.8884
O, 8.2808, 13.3125, 15.8085
O, 12.2641, 5.5627, -1.6701
O, 12.1677, 4.8657, 16.164
O, 7.7615, 6.9786, -2.8999
O, 7.4856, 9.1752, 13.2816
O, 15.4974, 11.0252, 22.6892
O, 11.2852, 7.4814, -6.6834
O, 14.3171, 5.8233, -9.8764
O, 8.7621, 11.5051, -7.8406
O, 15.1872, 8.5884, 14.6842
O, 12.4198, 5.8952, -11.6556
O, 14.0358, 6.9932, 20.1696
O, 11.5577, 8.6225, 19.7984
O, 9.6654, 4.1862, 20.5998
O, 12.1757, 10.6611, 18.2871
O, 7.0107, 10.3549, -6.2587
O, 10.9248, 7.1118, 16.1453
O, 8.9169, 6.3688, -6.8303
O, 12.2877, 8.1782, -2.3482
O, 13.3712, 12.843, -3.8035
O, 9.3266, 6.1077, 22.9358
O, 8.9587, 8.6398, 15.3198
O, 15.3259, 6.28, -5.386
O, 9.5138, 5.7949, -9.3202
O, 5.9349, 14.214, -13.0749
O, 7.2425, 14.1743, 19.8189
O, 9.702, 5.4049, -2.2759
O, 11.9864, 6.4641, -9.0168
O, 5.4821, 9.8489, -4.1458
O, 6.2208, 11.9636, -11.5321
O, 16.1119, 4.8204, -3.3237
O, 12.1543, 13.784, 20.7265
O, 14.5306, 13.37, 22.1148
O, 13.0069, 8.1846, -10.5141
O, 6.9832, 7.9545, -5.1679
O, 11.9735, 13.8202, -5.7752
O, 5.5416, 7.3289, 16.5603
O, 11.3766, 14.5454, -10.9246
O, 13.386, 4.6854, 18.9199
O, 11.6111, 6.0739, 20.2718
O, 12.225, 14.0125, 23.2997
O, 7.3424, 7.8859, 22.471
O, 9.7092, 14.5764, 24.0679
O, 15.2432, 13.5989, -2.048
O, 9.862, 5.5468, -11.9681
O, 10.2233, 9.1984, 17.5144
O, 16.2562, 13.1007, 24.1513
O, 8.1995, 7.2962, -11.0422
O, 12.6255, 11.5878, -13.2634
O, 9.4568, 10.9171, -5.3449
O, 15.6344, 8.4227, 22.9309
O, 14.2638, 6.6584, -3.0357
O, 10.2453, 12.6307, -9.6481
O, 8.4265, 10.9996, -10.4465
O, 5.841, 11.8228, 19.4376
O, 13.7607, 7.4178, -7.2454
O, 15.8286, 8.6628, -6.4981
O, 14.68, 11.3324, 17.7843
O, 13.5557, 4.8508, 21.5946
O, 15.6882, 5.4393, 18.2578
O, 5.5169, 4.268, -9.5038
O, 6.3211, 12.7784, 21.7998
O, 6.2929, 7.7137, -12.8022
O, 12.5506, 5.1203, -6.9222
O, 14.6149, 7.7451, -12.3554
O, 10.6963, 9.8118, 23.5868
O, 13.3398, 10.035, 15.9363
O, 5.7644, 6.8234, -10.3547
O, 13.6808, 4.4782, -4.3763
O, 9.4085, 7.5018, 20.8154
O, 14.7945, 9.4651, 20.6601
O, 13.2658, 9.7264, 22.774
O, 10.166, 4.0908, -7.3735
O, 12.7434, 12.3615, -10.6789
O, 10.1449, 12.94, 22.0801
O, 8.8306, 12.0738, -3.0925
O, 6.482, 9.3421, -10.7736
O, 9.7026, 4.6878, 15.7069
O, 8.174, 9.5476, -3.473
O, 10.06, 12.9056, 19.3546
O, 9.1489, 8.9963, -7.0828
O, 8.7673, 7.0161, 17.4833
O, 7.7368, 4.6285, -10.7526
O, 6.018, 12.4272, 16.8884
O, 14.1507, 10.3023, -11.5865
O, 7.6747, 10.2846, -12.9079
O, 9.7713, 10.4468, 19.7079
O, 14.7855, 12.7331, -12.4043

Results
free energy: -158271.484 eV
free energy less fixed offsets of O -570.45, Si -639.56 eV per atom: -2.644 eV

Forces (eV/angstrom), in the order of the atoms: element, x, y, z
Si, 0.0008, -0.021, 0.0839
Si, 0.0005, -0.0041, 0.0653
Si, -0.0114, 0.0035, 0.0585
Si, -0.0106, 0.0074, 0.0674
Si, -0.0038, 0.0031, 0.0826
Si, 0.01, -0.0031, 0.054
Si, 0.0149, -0.0039, 0.0541
Si, -0.0018, 0.0164, 0.0509
Si, 0.0014, 0.0043, 0.0019
Si, -0.0014, -0.0065, 0.0185
Si, 0.0004, -0.003, 0.0007
Si, 0.0021, 0.0011, 0.0019
Si, -0.0038, -0.0033, 0.0243
Si, 0.0015, 0.0005, 0.0011
Si, 0.0013, 0.0031, 0.0002
Si, -0.0024, -0.0011, -0.0007
Si, -0.0013, -0.0021, 0.0011
Si, 0.0016, -0.0012, -0.0001
Si, 0.0018, 0.0005, -0.0007
Si, -0.002, -0.0018, -0.0014
Si, 0.0008, -0.0004, -0.0031
Si, -0.0013, -0.0024, -0.0009
Si, -0.002, -0.0021, 0.001
Si, -0.0013, 0.003, -0.0007
Si, 0, 0.0005, -0.0005
Si, -0.0009, 0.0012, -0.0004
Si, 0.0008, 0.0004, -0.0015
Si, 0.0008, -0.0001, 0.0012
Si, 0.0009, 0.0002, -0.0012
Si, -0.0003, -0.0008, 0.0008
Si, -0.0004, 0.0012, -0.0009
Si, 0.0011, -0.0007, -0.0005
Si, 0.0004, -0.0002, -0.0006
Si, -0.0003, 0.0003, 0.0001
Si, 0.0004, -0.0002, 0.0011
Si, 0.0004, 0.0003, -0.0006
Si, 0, -0.0005, 0.0008
Si, -0.0002, 0.0006, 0.0003
Si, 0.0008, -0.0005, -0.0005
Si, -0.0004, 0.0002, 0.0012
Si, 0.0002, 0.0007, -0.0001
Si, -0.0001, 0.0006, 0.0003
Si, 0.0001, 0.0003, -0.0002
Si, 0.0002, -0.0002, -0.0002
Si, 0, 0.0002, 0
Si, -0.0005, -0.0004, 0.0004
Si, -0.0002, -0.0004, -0.0002
Si, 0.001, 0.0005, 0.0003
Si, -0.0003, 0, -0.0005
Si, 0.0009, -0.0008, -0.0006
Si, 0.0002, 0.001, -0.0003
Si, -0.0005, 0.0001, 0.0001
Si, 0.0004, 0.0003, -0.0006
Si, -0.0003, -0.0005, -0.0007
Si, -0.0006, -0.0003, -0.0007
Si, -0.0001, 0.0009, 0
Si, -0.0002, 0.0014, 0.0006
Si, 0.0004, -0.0005, -0.0003
Si, 0.0001, -0.0003, 0.0001
Si, 0.0004, -0.0002, -0.0007
Si, 0.0001, 0.0009, -0.0001
Si, 0.0004, -0.001, 0
Si, -0.0003, 0.0006, 0.0005
Si, -0.0002, -0.0008, -0.0002
Si, 0.0015, -0.0007, 0.0015
Si, -0.0014, 0.0006, 0.0007
Si, -0.0015, 0.0006, 0.0012
Si, 0, -0.0006, 0.0009
Si, 0.0004, 0.0001, 0.0006
Si, -0.0009, 0.0006, 0.0018
Si, -0.0009, -0.0004, -0.0008
Si, 0.0003, 0.0002, 0.0011
Si, 0.0003, -0.0016, -0.0003
Si, -0.001, 0.002, 0.0007
Si, 0.0013, 0.0021, 0.0023
Si, -0.0004, -0.0007, 0.0009
Si, -0.0011, -0.0002, -0.0013
Si, 0.0013, -0.0023, -0.0014
Si, -0.001, -0.0001, -0.0007
Si, 0.0012, -0.0001, 0.0009
Si, -0.0049, -0.0032, 0.0209
Si, 0.0001, -0.0018, -0.0028
Si, -0.0019, -0.0012, -0.0007
Si, 0.008, 0.0091, 0.0152
Si, -0.0036, -0.002, 0.0255
Si, -0.0122, 0.0146, 0.0905
Si, 0.0012, 0.0015, -0.0012
Si, 0.0048, 0.0048, 0.0135
Si, -0.0017, -0.001, 0.0001
Si, -0.0064, -0.0048, 0.0769
Si, 0.0035, -0.0243, 0.0994
Si, 0.0004, 0.0061, 0.0567
Si, -0.0001, 0.0045, 0.0447
Si, -0.0028, 0.0005, 0.005
Si, -0.0141, 0.0006, 0.0594
Si, -0.0062, -0.0006, 0.0584
Si, 0.0047, -0.0052, 0.0688
Si, -0.0085, 0.0016, 0.0791
Si, 0.0047, -0.0021, 0.0015
Si, -0.014, 0.0102, 0.1103
Si, 0.0002, 0.0127, 0.071
Si, 0.0086, 0.0124, 0.1182
Si, 0.007, -0.0085, 0.0777
Si, 0.0018, -0.0006, 0.0775
Si, -0.0067, 0.0096, 0.0939
Si, 0.0151, 0.0128, 0.0534
Si, 0, 0.0018, -0.0016
Si, -0.0021, 0.0005, 0.0977
Si, -0.0075, 0.008, 0.0553
Si, -0.0086, 0.0058, 0.116
Si, -0.0034, -0.014, 0.0989
Si, -0.009, -0.0118, 0.0869
Si, 0.0116, 0.0108, 0.1003
Si, 0.007, -0.0105, 0.0568
Si, -0.0074, -0.0105, 0.0647
Si, 0.0107, -0.0035, 0.0718
Si, -0.007, -0.0041, 0.108
Si, -0.0139, -0.0012, 0.0813
Si, -0.0075, -0.0046, 0.0914
Si, -0.0025, -0.0049, 0.091
Si, -0.0092, 0.0223, 0.0952
Si, 0.0047, -0.0038, 0.1052
Si, -0.0051, 0.0021, -0.0024
Si, -0.0074, 0.0175, 0.1237
Si, -0.0074, 0.0105, 0.1093
Si, 0.0087, -0.0016, 0.0625
Si, 0.0178, -0.004, 0.0808
Si, 0.012, 0.0119, 0.0952
Si, 0.0102, -0.0072, 0.1188
Si, 0.0033, -0.0034, 0.1124
Si, 0.0005, -0.0121, 0.0917
Si, 0.0077, 0.0168, 0.1047
Si, 0.0063, 0.004, 0.1036
Si, 0.0033, -0.0088, 0.1007
Si, -0.0056, 0.0046, 0.0617
Si, -0.001, -0.0185, 0.115
Si, 0.0047, 0.009, 0.099
Si, 0.0034, 0.0012, 0.0823
Si, 0.0039, 0.0099, 0.0602
Si, -0.0072, -0.0188, 0.1078
Si, 0.0004, 0.0053, 0.0978
Si, 0.0204, -0.0009, 0.104
Si, 0.001, -0.0013, 0.1087
Si, 0.0103, 0.0043, 0.1095
O, 0.0116, 0.0081, -0.0405
O, -0.0049, 0.0025, -0.0262
O, 0.0071, 0.0135, -0.0458
O, -0.0079, -0.0111, -0.0243
O, -0.0014, -0.0017, -0.0223
O, 0.0214, -0.0136, -0.057
O, -0.0202, 0.0137, -0.0457
O, 0.0153, 0.0122, -0.0312
O, -0.0014, -0.0085, -0.0255
O, -0.0144, -0.0127, -0.0282
O, 0.0044, -0.0175, -0.0557
O, 0.0081, 0.0085, -0.0305
O, 0.0024, 0.0003, -0.01
O, -0.0157, 0.0005, -0.0629
O, 0.0203, -0.018, -0.0382
O, -0.006, 0.012, -0.0429
O, -0.0045, -0.0012, -0.0306
O, 0.0051, -0.0138, -0.0385
O, 0.0165, -0.0062, -0.0635
O, -0.0109, -0.0193, -0.068
O, -0.0012, -0.0214, -0.0757
O, -0.012, 0.0167, -0.0539
O, -0.0141, 0.0072, -0.0568
O, 0.0039, -0.0022, -0.0268
O, -0.0117, -0.0091, -0.0452
O, -0.0027, 0.0081, -0.0286
O, -0.0029, -0.0236, -0.0607
O, 0.0086, -0.0245, -0.0799
O, 0.0048, 0.0236, -0.0319
O, 0.0016, -0.0017, -0.0229
O, -0.0007, 0.0104, -0.0398
O, -0.0068, 0.019, -0.0551
O, -0.0096, -0.0097, -0.0241
O, -0.0006, -0.0033, -0.0331
O, 0.0166, -0.0175, -0.0373
O, -0.0145, 0.0074, -0.0428
O, 0.0032, 0.0309, -0.0818
O, 0.0034, -0.0016, -0.021
O, -0.0129, -0.0149, -0.0452
O, 0.0091, 0.0057, -0.029
O, -0.0018, 0.0255, -0.0501
O, -0.0186, 0.0091, -0.0353
O, 0.0106, 0.0012, -0.0291
O, 0.0155, 0.0097, -0.0395
O, 0.0024, -0.0217, -0.0375
O, -0.0034, -0.0341, -0.0474
O, -0.0002, -0.0028, -0.0257
O, -0.0136, 0.0132, -0.0418
O, -0.02, 0.0213, -0.0687
O, -0.0111, 0.0091, -0.0315
O, 0.0051, 0.0271, -0.0763
O, -0.0039, 0.0069, -0.0773
O, 0.0032, 0.021, -0.0458
O, 0.0024, 0.0073, -0.0261
O, 0.0014, 0.0024, -0.0287
O, 0.007, 0.0021, -0.0786
O, 0.0121, -0.019, -0.068
O, -0.0144, 0.0093, -0.0464
O, -0.0191, 0.0166, -0.046
O, -0.0116, -0.0001, -0.0384
O, -0.0112, 0.0095, -0.0342
O, 0.0089, 0.0232, -0.0516
O, -0.0103, 0.0028, -0.0402
O, -0.0163, 0.0108, -0.0814
O, -0.0127, 0.0007, -0.0606
O, 0.0028, 0.025, -0.064
O, 0.0175, -0.0127, -0.0491
O, 0.0081, -0.0056, -0.0303
O, 0.0156, 0.0042, -0.0502
O, 0.0214, -0.0163, -0.0542
O, 0.0047, -0.0167, -0.0419
O, -0.0084, -0.0048, -0.0228
O, 0.0245, -0.0131, -0.0492
O, -0.0144, -0.0191, -0.0467
O, -0.0036, -0.0213, -0.0922
O, -0.0092, 0.0118, -0.032
O, -0.0162, -0.0152, -0.0549
O, -0.0107, -0.003, -0.0716
O, -0.0174, 0.01, -0.0402
O, 0.0187, -0.0156, -0.0526
O, 0.0138, 0.002, -0.0347
O, -0.0239, -0.0189, -0.061
O, -0.0142, -0.0034, -0.0424
O, -0.016, -0.0056, -0.0412
O, -0.0142, -0.0168, -0.0422
O, -0.0068, -0.0039, -0.0235
O, 0.0008, 0.0203, -0.0439
O, 0.0102, 0.0078, -0.0242
O, 0.0014, -0.0035, -0.0302
O, 0.0338, -0.0021, -0.0641
O, -0.0205, -0.005, -0.0608
O, -0.0038, 0.0063, -0.0389
O, 0.0178, -0.006, -0.0526
O, 0.0121, -0.0125, -0.0472
O, 0.0054, -0.0087, -0.0568
O, 0.0199, 0.0281, -0.06
O, -0.007, -0.001, -0.0306
O, 0.0104, 0.0047, -0.0406
O, -0.0007, -0.0192, -0.0699
O, 0.0217, 0.0036, -0.0396
O, -0.0106, 0.006, -0.036
O, 0.0259, -0.0226, -0.0571
O, -0.008, 0.0033, -0.0729
O, 0.0134, -0.0211, -0.0437
O, -0.0001, 0.0053, -0.0365
O, 0.0067, 0.0057, -0.0262
O, -0.0013, -0.009, -0.0362
O, -0.0121, -0.0095, -0.0311
O, 0.0042, -0.0015, -0.0389
O, 0.0111, 0.0118, -0.0289
O, 0.0067, 0.0084, -0.0459
O, 0.0165, 0.0006, -0.0361
O, -0.0042, 0.0002, -0.0313
O, 0.0007, 0.0047, -0.0752
O, -0.0005, -0.0032, -0.0265
O, 0.0146, 0.0045, -0.0313

The program warned: the cutoff lies below the one the program advises for these potential files; the forces do not sum to zero within the program's tolerance; empty levels may hold ghost states of the PAW files; the exchange-correlation potential is rough where the density is thin.
